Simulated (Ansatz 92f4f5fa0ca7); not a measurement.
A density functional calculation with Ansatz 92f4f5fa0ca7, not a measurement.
Periodic cell of 255 atoms, Si165O90, from a study of silicon, its oxide and their interface. The atomic structure is a simulated model.
Doubt: the cutoff is far below the 930 eV that the study's wrapper takes by default for these files, so forces and energies are approximate.

Settings: functional PBE; potential files Ansatz PAW; basis plane waves; wave-function cutoff 580 eV; density cutoff ratio 5; exchange-correlation grid ratio 1; k mesh 1 x 1 x 1, Gamma-centred; self-consistency stop 5e-08 eV per atom in the density residual; occupations fixed; spin none; net charge 0.

Cell vectors (angstrom)
a 10.938 0 0
b 0 10.938 0
c 0 0 37.061

Atoms and the computed forces on them: element, x, y, z (angstrom), force x, y, z (eV/angstrom)
Si 0 0 0.683 -0.0285 -0.0119 0.0013
Si 5.469 0 0.683 0.0268 -0.0266 0.0251
Si 2.7345 2.7345 0.683 0.005 -0.0611 -0.0081
Si 8.2035 2.7345 0.683 0.0208 -0.1148 0.0005
Si 0 5.469 0.683 -0.0003 -0.0588 0.0049
Si 5.469 5.469 0.683 -0.0285 -0.0304 0.01
Si 2.7345 8.2035 0.683 0.0719 -0.037 -0.016
Si 8.2035 8.2035 0.683 -0.0687 0.0373 0.002
Si 1.3673 1.3673 2.0503 0.0606 0.0791 0.0664
Si 6.8362 1.3673 2.0503 0.1651 0.0777 0.0145
Si 4.1018 4.1018 2.0503 0.0291 -0.0159 0.1308
Si 9.5708 4.1018 2.0503 0.0612 -0.0511 0.0311
Si 1.3673 6.8362 2.0503 0.1468 -0.0229 0.0077
Si 6.8362 6.8362 2.0503 0.102 0.0636 0.1415
Si 4.1018 9.5708 2.0503 0.0316 -0.167 -0.0798
Si 9.5708 9.5708 2.0503 0.0284 0.013 0.1003
Si 2.7345 0 35.0095 -0.0713 -0.0136 -0.0766
Si 8.2035 0 35.0095 0.0098 -0.0071 0.0364
Si 0 2.7345 35.0095 -0.1827 -0.0397 0.1259
Si 5.469 2.7345 35.0095 -0.1295 0.0593 -0.1362
Si 2.7345 5.469 35.0095 -0.076 0.1071 0.1034
Si 8.2035 5.469 35.0095 -0.1153 -0.0669 -0.048
Si 0 8.2035 35.0095 0.0315 -0.0016 -0.0642
Si 5.469 8.2035 35.0095 -0.0697 -0.0116 0.0881
Si 4.1018 1.3673 36.3767 -0.0156 0.0473 -0.0123
Si 9.5708 1.3673 36.3767 -0.0446 0.0921 0.0171
Si 1.3673 4.1018 36.3767 -0.0002 0.0353 -0.0134
Si 6.8362 4.1018 36.3767 0.0417 0.0203 0.0098
Si 4.1018 6.8362 36.3767 -0.0255 0.0466 0.0123
Si 9.5708 6.8362 36.3767 0.0081 0.0367 -0.004
Si 1.3673 9.5708 36.3767 0.0153 0.0226 0.0185
Si 6.8362 9.5708 36.3767 0.0149 0.0215 -0.0182
Si -0.1391 -0.1143 26.7471 0.0344 0.0053 -0.0822
Si 4.2559 -0.2046 26.1011 0.0401 -0.3134 0.57
Si 2.6596 2.5014 26.7228 0.3223 -0.4812 0.1053
Si 7.2521 3.0055 26.9834 0.3921 -0.6001 -0.144
Si -0.512 5.5759 26.849 -0.4905 -0.0806 -0.6785
Si 5.7226 4.9396 26.942 -0.5687 0.306 -0.1354
Si 1.9036 8.7602 25.4821 -0.2142 0.2278 -0.1288
Si 8.2944 7.8769 26.728 -0.0193 -0.0379 -0.1605
Si 1.239 1.3006 28.1275 -0.1992 -0.1063 0.1023
Si 6.4106 1.1745 28.4363 0.1063 0.0799 0.0251
Si 3.9667 3.9584 28.1577 0.0733 0.0145 0.0629
Si 9.196 4.0065 28.1487 -0.0473 -0.1381 0.0841
Si 1.1528 6.8315 27.969 0.2958 0.3315 -0.0528
Si 6.7334 6.7341 28.1192 0.2042 -0.0073 -0.0112
Si 4.649 10.3058 28.3517 0.0791 0.0847 0.0092
Si 9.4239 9.4983 28.1247 -0.1349 0.0172 -0.0395
Si 2.7231 0.0936 29.5615 -0.0196 -0.0246 -0.0439
Si 8.1129 -0.0219 29.5592 0.0645 -0.0277 -0.1133
Si -0.1528 2.736 29.4438 0.0602 0.0173 -0.0276
Si 5.3106 2.7585 29.7319 -0.1555 0.004 0.1105
Si 2.6257 5.5195 29.3629 0.0745 -0.1547 -0.0399
Si 8.0981 5.4939 29.6005 0.0285 -0.0096 0.1615
Si -0.0451 8.2292 29.484 0.0239 0.0474 -0.0098
Si 5.4647 8.2772 29.4241 -0.0765 0.1463 -0.1027
Si 3.9682 1.3939 31.0642 0.0558 0.2112 0.056
Si 9.5159 1.3536 30.8871 0.0547 0.0046 -0.0038
Si 1.2792 4.137 30.8021 -0.1002 -0.0324 -0.0446
Si 6.761 4.1256 30.9807 0.0109 0.1578 0.001
Si 4.034 6.8828 30.7714 -0.0315 0.0321 -0.0665
Si 9.5531 6.8527 30.8998 -0.0401 -0.0763 0.0121
Si 1.3593 9.5739 30.8591 0.0616 0.0189 -0.0332
Si 6.815 9.5095 30.9355 -0.0006 0.1429 -0.0446
Si -0.0172 -0.0022 32.2491 -0.0069 0.0376 -0.0918
Si 5.4331 -0.0231 32.29 -0.101 -0.0325 -0.0627
Si 2.6086 2.8092 32.3131 0.0968 -0.0442 -0.0775
Si 8.167 2.7254 32.2842 -0.042 0.0109 -0.0253
Si -0.0302 5.4699 32.2579 -0.0183 0.0345 -0.0815
Si 5.3787 5.5327 32.2539 0.1086 -0.0715 -0.049
Si 2.7086 8.199 32.2347 -0.07 -0.0037 -0.0037
Si 8.1941 8.1867 32.3092 0.0815 0.0248 -0.069
Si 1.3288 1.3586 33.6513 -0.0377 0.0496 0.0021
Si 6.8138 1.3452 33.6485 0.0535 0.0137 -0.052
Si 4.0707 4.1174 33.6393 -0.0708 0.0531 0.0086
Si 9.5575 4.0919 33.638 0.0122 -0.0175 -0.0281
Si 1.3568 6.8259 33.6258 0.0166 -0.0226 0.0061
Si 6.8083 6.8241 33.646 0.0008 -0.0002 -0.0092
Si 4.0774 9.5436 33.6431 0.0191 -0.0021 -0.0275
Si 9.5703 9.5715 33.643 -0.0105 -0.0324 -0.015
Si 2.7388 -0.0207 3.4013 0.0194 0.0205 0.0038
Si 8.2273 0.0224 3.4314 -0.0177 -0.0135 0.0329
Si 0.0345 2.7659 3.4338 -0.0164 -0.0634 0.0048
Si 5.5022 2.7499 3.419 0.0115 -0.0341 0.0244
Si 2.7467 5.4731 3.4388 -0.0274 0.0279 -0.0258
Si 8.2346 5.4815 3.4216 -0.032 -0.0134 0.0044
Si 0.011 8.1954 3.413 0.0012 0.0022 -0.0036
Si 5.4693 8.204 3.4354 -0.014 0.061 0.0212
Si 4.1622 1.3094 4.7262 0.0023 -0.0271 0.0667
Si 9.6289 1.3879 4.8036 0.032 0.0712 0.0888
Si 1.404 4.1162 4.845 0.0537 -0.0285 0.01
Si 6.8674 4.1393 4.8018 0.0858 -0.0766 0.0754
Si 4.1172 6.8234 4.8261 -0.0563 -0.0223 0.1018
Si 9.6663 6.7799 4.8028 -0.0353 0.1151 0.0709
Si 1.3925 9.5375 4.7757 -0.0376 -0.0184 0.0782
Si 6.8656 9.5698 4.7878 0.0408 0.0177 0.0397
Si 0.0698 -0.0177 6.1562 -0.0804 -0.002 0.0559
Si 5.5195 0.007 6.184 0.058 -0.0178 0.1333
Si 2.8478 2.6868 6.0723 -0.1132 -0.0819 -0.1342
Si 8.3253 2.8473 6.1711 -0.0372 -0.0521 -0.0479
Si 0.0939 5.4919 6.3096 0.0652 -0.0471 0.1099
Si 5.5158 5.4876 6.2275 0.0447 0.004 0.125
Si 2.7119 8.1637 6.2005 -0.0227 0.0964 -0.0246
Si 8.2647 8.1623 6.0851 0.1036 -0.0321 0.0773
Si 1.5076 1.3561 7.4817 0.0604 -0.073 -0.2289
Si 6.9711 1.4657 7.4768 0.1098 -0.0982 -0.0672
Si 4.2733 3.8822 7.5006 -0.1095 -0.2088 0.0253
Si 9.647 4.1691 7.7184 -0.1974 0.1219 -0.0389
Si 1.4161 6.8842 7.771 0.0743 0.0135 -0.0381
Si 6.9801 6.8436 7.5624 -0.1095 -0.0281 0.0222
Si 4.1231 9.4941 7.5127 0.1239 -0.0193 0.0852
Si 9.6015 9.5093 7.4748 0.0165 0.0779 -0.1643
Si 2.893 0.0211 8.8971 -0.15 -0.0381 -0.0136
Si 8.2156 -0.0445 8.7455 0.0492 0.0487 -0.2057
Si 0.067 2.5969 8.8556 0.3693 0.1409 0.0002
Si 5.6745 2.7305 8.9933 0.0536 -0.0841 -0.1877
Si 2.8771 5.7906 9.4308 -0.4117 -0.0673 0.1041
Si 8.2215 5.5429 9.1746 0.0638 0.0966 -0.0895
Si -0.0618 8.2524 9.0116 -0.1386 -0.0748 -0.0222
Si 5.5937 8.2024 8.899 -0.0137 0.2266 -0.2832
Si 4.7738 0.869 10.1322 -0.2391 0.0377 0.4741
Si 9.8359 1.0127 10.0328 -0.2372 -0.1475 0.594
Si 1.6509 3.8922 11.3616 -0.0953 -0.0279 -0.0652
Si 6.3951 4.5613 10.3697 0.509 -0.4109 0.5129
Si 4.9491 6.471 10.3603 -0.2723 0.4687 0.5389
Si 9.3664 7.1837 10.5848 0.2706 -0.1165 0.3881
Si 1.2131 9.8445 10.1438 0.0665 0.0315 0.5
Si 6.4255 10.0933 9.9826 0.1995 -0.0983 -0.0026
O 9.388 6.7327 26.1359 0.228 -0.1115 0.515
O 5.6978 -0.3271 25.352 0.0272 0.1324 -0.1417
O 13.0567 5.3631 10.8383 -0.0299 0.2005 -0.0469
O 2.8763 3.0872 12.0551 0.0514 0.1138 -0.1389
O 5.064 5.6863 25.5764 0.2482 -0.1054 0.1965
O 0.6747 9.8192 25.7035 -0.0223 -0.0148 0.0891
O 0.0363 -0.0286 10.6759 0.0952 -0.0012 -0.3849
O 1.0513 3.1 10.0889 0.0426 0.0116 0.0072
O 6.6001 4.1397 12.0049 -0.3357 0.2988 -0.6684
O 3.133 4.3714 8.6244 0.1642 0.3724 -0.2299
O 10.3231 6.4083 11.7054 -0.1525 0.1399 -0.2516
O 1.9189 9.2162 11.5365 -0.1334 0.0468 -0.4188
O 4.5839 1.1124 11.7909 0.1492 -0.0676 -0.4373
O 0.5161 4.0905 12.4866 0.06 -0.1005 -0.0752
O 9.1693 1.7426 11.3721 0.0936 0.0246 -0.2148
O 4.8657 6.8941 11.9925 0.0016 -0.3745 -0.4769
O 7.5556 8.6381 25.4446 0.0999 -0.0761 0.101
O 12.8663 7.6887 26.7187 -0.1674 -0.3681 0.3438
O 1.7906 8.0593 23.9996 -0.1216 -0.0351 0.2177
O 3.6344 1.3149 25.9685 -0.1344 0.3383 -0.049
O 9.9139 0.9246 25.8116 0.0624 0.0054 0.2013
O 0.2504 4.7071 25.6465 -0.0765 0.1215 0.135
O 7.6999 13.3311 25.4992 -0.1056 0.1532 0.0703
O 3.3048 9.5788 25.4583 -0.0429 0.0865 -0.1964
Si 10.872 2.2424 22.8517 -0.0441 -0.2042 -0.2211
Si 6.8812 9.8299 24.5485 -0.1337 -0.13 -0.0363
Si 1.5657 11.9369 16.9254 -0.0758 -0.0213 0.027
Si 10.7687 -0.0766 14.6779 -0.0323 -0.0122 0.1359
Si 5.8042 -0.2366 16.6147 -0.0079 0.0647 0.0573
Si 12.8019 6.9076 17.2677 -0.1238 -0.0198 0.0121
Si 3.3907 1.7038 12.7307 -0.1077 -0.1315 0.2193
Si 4.1737 5.3587 24.2547 0.1041 0.0068 -0.2594
Si 4.2122 2.1097 15.8241 0.0719 -0.0007 0.1549
Si 10.1495 2.9448 17.275 -0.011 -0.0802 0.005
Si 8.7797 1.1864 12.8561 0.1151 -0.096 0.0905
Si -5.9477 9.189 19.1 -0.0065 0.0224 -0.0287
Si 14.7032 4.4461 17.5918 0.079 0.0147 -0.0396
Si 8.7216 11.1733 16.6979 0.0544 -0.0839 0.0652
Si 8.6172 -0.216 19.8269 -0.025 0.0392 -0.1181
Si 7.6575 -5.1197 20.7308 -0.0328 0.011 0.0026
Si 3.6893 2.5443 19.9077 0.1538 -0.096 -0.0031
Si 7.38 9.4281 11.9688 -0.0424 0.2034 -0.259
Si 5.4199 3.9268 21.9323 0.0897 -0.0742 -0.1202
Si 10.9391 10.5141 21.5905 0.0013 0.0179 -0.1537
Si -2.2065 1.3676 24.7675 0.1216 0.1231 -0.0372
Si -0.5272 5.2623 12.8588 -0.1026 0.0406 0.3079
Si -1.6109 8.2023 21.1347 0.0221 -0.0906 -0.0934
Si -4.9528 6.3951 18.1642 -0.0179 0.0301 0.0309
Si 7.2894 5.9512 15.282 0.1033 -0.0192 0.1137
Si 2.8115 7.6923 22.7681 0.1136 0.0101 -0.2077
Si 5.1779 9.5594 22.0246 -0.1462 0.1008 -0.2523
Si -0.6334 5.798 15.7889 -0.0263 0.0853 0.0552
Si 10.2814 4.0504 20.2685 -0.0899 0.0925 -0.1573
Si 1.8411 9.9719 12.9794 -0.0981 -0.1171 0.2284
Si -4.906 1.3012 20.9313 0.0414 0.0059 -0.0481
Si 5.5539 7.5105 13.3281 0.0817 0.1326 0.351
Si 1.5281 3.8228 25.1071 -0.0333 0.0122 -0.133
Si 1.0033 6.7187 20.2262 -0.1012 0.0626 -0.1164
Si 7.5482 3.8346 13.3009 0.1032 0.0432 0.3276
Si 14.5834 8.6652 15.2802 -0.0229 0.0349 0.1127
Si 13.1735 -0.1742 19.6074 0.0042 -0.0057 -0.0669
O 9.9441 3.2931 18.8553 -0.0032 0.0184 0.0991
O 5.1409 1.8094 19.6462 -0.0819 0.0448 -0.0132
O 6.3696 2.5971 21.862 -0.0175 0.0427 0.0504
O 1.4033 10.9296 18.2015 -0.0014 0.0254 -0.0239
O 4.4712 7.4691 14.5532 0.0964 -0.0797 -0.1427
O 1.0217 2.9618 23.8162 0.1093 0.1227 0.0886
O 7.0789 4.3915 14.7872 -0.0246 -0.0866 -0.2014
O -3.2592 2.2159 13.4618 -0.1021 0.0585 -0.007
O 3.9396 1.9964 14.2327 -0.005 -0.0068 -0.217
O 13.5713 1.3192 20.1847 0.0174 0.0857 0.036
O 9.0543 1.8595 16.6751 -0.0213 0.05 0.0112
O 4.2904 3.6745 16.2538 -0.0362 -0.0326 0.0044
O 13.8185 9.3789 14.0522 0.0358 0.0133 -0.0467
O 16.7427 10.2869 18.2011 -0.0206 -0.0027 0.0625
O 8.2112 10.6016 12.7464 -0.0512 -0.179 0.0382
O 18.2735 10.5772 16.089 0.0061 0.0316 -0.0502
O 2.6251 8.0977 16.4311 0.0457 0.0222 -0.0628
O 8.8549 4.7219 20.6883 0.0493 -0.0255 -0.0002
O -5.8575 7.7471 18.3482 0.0231 -0.0424 -0.0046
O 3.1131 3.398 18.6564 -0.0442 0.0064 0.0193
O 4.0037 3.6017 21.1336 -0.0256 0.0249 0.0307
O -5.294 19.8878 20.5773 0.0149 -0.0073 0.1234
O 6.2963 5.1965 21.3855 -0.0131 0.012 0.0447
O 10.9399 5.8503 14.2884 -0.0387 -0.0366 -0.1603
O 10.0585 1.1567 13.8785 -0.0954 0.0892 -0.1614
O 2.6766 4.8731 24.6286 -0.1285 0.0057 0.0584
O 7.9939 0.0299 24.1926 0.004 0.0212 -0.0488
O 0.3307 17.6461 16.735 -0.0054 0.0049 -0.026
O 1.1624 0.3762 15.4893 -0.0157 -0.0079 -0.1004
O 5.0007 5.1235 18.4122 -0.0428 -0.0027 0.005
O 8.8229 -0.1464 18.2489 0.0334 -0.0234 -0.0402
O 8.8016 6.4034 15.6903 -0.0974 -0.0013 -0.0415
O -0.8148 9.2026 22.1996 -0.015 0.0171 0.0191
O 12.2481 -0.9093 20.7348 -0.0271 0.0386 0.0704
O 8.269 7.0577 21.6447 0.0033 0.0032 0.0167
O 0.3286 9.7589 13.5918 0.1296 0.0248 -0.105
O 7.3874 0.6652 20.369 0.0033 0.0345 0.0387
O 0.5792 5.1328 20.1176 0.0024 -0.0376 0.0362
O 10.7608 3.0107 21.4234 0.0436 -0.0211 0.0962
O 2.6725 5.5142 17.0596 0.0596 -0.0558 -0.019
O 6.8664 6.7696 13.9401 -0.0532 -0.056 -0.1253
O 8.3931 -2.7515 11.5147 0.0543 -0.1726 -0.2817
O 5.1606 11.1927 21.8462 0.0164 -0.0904 0.0784
O 0.7093 13.282 17.1521 0.0204 0.0405 0.0035
O 9.3922 2.1964 23.5301 -0.1221 -0.0013 0.1421
O 3.9621 6.6433 23.2735 0.0599 -0.0378 0.1352
O 9.7867 -0.6451 15.8325 -0.0066 0.0109 -0.0501
O 9.953 0.3546 20.5481 0.0311 0.0148 0.0963
O 1.794 7.2104 18.8753 -0.0069 -0.0165 0.0559
O 4.7061 9.7389 15.9022 -0.0366 -0.0613 -0.1205
O 6.2633 9.1689 23.1784 0.1523 0.0303 0.2433
O -2.5094 -1.7878 20.1703 0.0215 -0.0363 0.079
O 3.6659 9.0265 22.3385 -0.005 -0.0289 0.1186
O 8.9712 4.5524 13.0177 0.0018 -0.0046 -0.0956
O 7.2401 6.3188 19.2128 0.0277 -0.0091 0.0081
O 3.4849 -1.169 19.3045 0.0004 0.0144 -0.0017
O 16.5008 1.3392 16.2752 -0.031 0.0081 -0.0187
O 6.1409 -1.9421 12.9576 0.0747 -0.1054 0.0256
O 2.1675 11.5604 12.7542 -0.0058 0.1154 0.0054
O 5.0065 4.2069 23.4683 -0.0212 -0.0328 0.0965
O 11.382 11.6189 22.6946 0.0082 0.0688 0.0778
O 1.9531 7.0527 21.5213 0.0728 -0.0226 0.1796
O -0.8199 4.291 16.3761 0.0083 -0.0151 -0.0504
O 6.4281 -4.6207 16.6052 -0.011 0.0099 -0.0395
O -0.4226 7.4951 20.2858 0.0134 -0.0093 -0.0556
O 14.0608 1.3485 16.7588 0.0414 0.0452 -0.0296

Results
free energy: -156077.424 eV
free energy less fixed offsets of O -568.88, Si -635.61 eV per atom: -2.574 eV

The program warned: the cutoff lies below the one the program advises for these potential files; the exchange-correlation potential is rough where the density is thin.
